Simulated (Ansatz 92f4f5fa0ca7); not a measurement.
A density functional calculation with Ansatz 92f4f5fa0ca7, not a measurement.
Periodic cell of 280 atoms, Si216O64, from a study of silicon, its oxide and their interface. The atomic structure is a simulated model.

Settings: functional r2SCAN; potential files Ansatz norm-conserving; basis plane waves; wave-function cutoff 1300 eV; density cutoff ratio 4; exchange-correlation grid ratio 1; k mesh 2 x 2 x 1, shifted by 0.5 0.5 0.5 of a step; self-consistency stop 5e-08 eV per atom in the density residual; occupations Fermi-Dirac, 0.05 eV; spin none; net charge 0.

Cell vectors (angstrom)
a	10.888	0	0
b	0	10.888	0
c	0.1854	1.229	43.4774

Atoms and the computed forces on them: element, x, y, z (angstrom), force x, y, z (eV/angstrom)
Si	0.2513	-0.2562	0.057	0.0145	-0.0097	0.0791
Si	2.9987	2.4799	0.0629	-0.007	-0.009	0.0444
Si	-0.3195	5.6948	-0.0451	-0.0002	0.015	0.0415
Si	2.4645	8.4218	0.031	-0.0187	-0.0123	0.0619
Si	5.113	0.1194	0.1381	0.0163	0.039	0.0343
Si	7.8166	2.9086	0.0746	-0.0066	0.0315	0.09
Si	5.8195	5.2926	0.1592	-0.0064	-0.0276	0.0597
Si	8.4263	8.0247	0.0435	0.0172	-0.036	0.0505
Si	1.3761	1.362	1.3419	-0.0149	-0.0082	-0.0208
Si	4.1192	4.1208	1.3231	0.0035	0.0211	-0.017
Si	1.3175	6.7863	1.2763	0.0004	0.0056	-0.0084
Si	3.999	9.4799	1.4628	-0.0117	-0.0145	-0.0111
Si	6.7422	1.3045	1.3803	0.0039	0.0002	-0.0034
Si	9.4896	4.0657	1.292	-0.0001	-0.0017	-0.0179
Si	6.9157	6.8574	1.4514	-0.0056	0.009	0.0066
Si	9.5771	9.5283	1.4058	0.01	-0.0008	-0.0069
Si	-0.0158	2.7246	2.6575	-0.0004	-0.0017	0.0121
Si	2.688	0.0139	2.7896	0.0034	-0.0019	0.0229
Si	0.013	8.1258	2.7476	0.0027	-0.0008	0.0282
Si	2.7126	5.455	2.6499	0.0023	0.0101	0.0077
Si	5.4127	2.7129	2.7431	0.0174	0.0013	0.0161
Si	8.1741	0.0026	2.7096	-0.0078	0.0036	0.0009
Si	5.4418	8.1477	2.7427	-0.0025	-0.0002	0.0032
Si	8.2306	5.4391	2.7751	-0.0037	-0.0074	0.0161
Si	1.3588	4.0837	4.0283	-0.0053	0.002	-0.0041
Si	4.0704	1.367	4.1219	-0.0178	0.0148	0.0015
Si	1.344	9.5117	4.113	0.0001	-0.0027	0.0134
Si	4.0672	6.7836	4.0697	-0.0089	0.003	0.0009
Si	6.8081	4.073	4.0822	-0.0004	0.0063	-0.0104
Si	9.5274	1.3719	4.0609	0.0072	-0.0019	-0.0009
Si	6.8068	9.5309	4.0781	0.0076	-0.0042	-0.0165
Si	9.5632	6.7892	4.1373	0.017	-0.0169	0.0071
Si	-0.0225	-0.0018	5.4428	-0.0025	0.0069	0.0105
Si	2.6985	2.7338	5.4395	-0.0056	0.0023	0.0138
Si	0.0347	5.4237	5.4585	0.0055	0.0045	0.0109
Si	2.7303	8.1574	5.4476	0.0032	-0.0026	0.0097
Si	5.4525	0	5.4508	0.0026	0.0051	0.0059
Si	8.1717	2.7187	5.4417	0.0026	0.0022	0.0014
Si	5.4333	5.4301	5.4349	-0.0061	-0.0058	0.0049
Si	8.1618	8.1617	5.4446	-0.0059	0.0001	0.0083
Si	1.3461	1.3607	6.7993	0.0066	-0.0007	-0.0003
Si	4.0725	4.0807	6.8049	-0.0001	-0.0072	-0.004
Si	1.3794	6.7962	6.8169	-0.0038	-0.0055	0.0002
Si	4.0917	9.52	6.8058	-0.0076	0.0039	-0.0025
Si	6.8137	1.3582	6.8091	-0.006	0.0065	-0.0046
Si	9.5365	4.073	6.8058	0.0025	0.0091	-0.0013
Si	6.7934	6.7994	6.797	0.0082	-0.0018	-0.0036
Si	9.5122	9.5279	6.8107	0.0037	-0.0016	-0.0057
Si	-0.0021	2.7304	24.4967	-0.0012	0.0029	0.0074
Si	2.7064	-0.0025	24.4716	-0.0006	0.0081	0.0013
Si	-0.0005	8.1592	24.4826	0.0055	-0.0059	-0.0025
Si	2.7373	5.4498	24.5333	0.0026	-0.0122	-0.0002
Si	5.4464	2.7218	24.4902	-0.0037	-0.0015	-0.0034
Si	8.1758	0.0151	24.531	-0.0025	0.0023	0.0012
Si	5.4508	8.1862	24.4979	-0.0026	-0.0033	0.008
Si	8.1538	5.4415	24.471	0.0018	0.0032	-0.0029
Si	1.367	4.0624	25.8739	0.0062	-0.0045	-0.0052
Si	4.0672	1.3544	25.8218	-0.0018	0.0044	0.0024
Si	1.3452	9.5327	25.837	-0.0013	-0.0063	0.0028
Si	4.1139	6.832	25.8806	-0.005	0.0048	0.0018
Si	6.827	4.0665	25.8472	0.0017	-0.0068	-0.0001
Si	9.5211	1.4103	25.8954	-0.0019	0.0107	-0.0164
Si	6.811	9.5296	25.8837	0.0128	0.0071	-0.0098
Si	9.5048	6.8044	25.8225	-0.0079	-0.0046	-0.0008
Si	-0.0047	0.0153	27.2026	-0.0327	0.0221	-0.0043
Si	2.7348	2.6788	27.2295	-0.0032	0.0099	-0.0043
Si	-0.0641	5.4125	27.1679	0.0122	-0.0024	0.0008
Si	2.7188	8.2064	27.2064	0.0025	-0.0001	0.0055
Si	5.4372	0.0418	27.1971	-0.0023	0.0035	0.0021
Si	8.1536	2.7556	27.3018	0.0035	-0.0032	-0.0095
Si	5.5175	5.4509	27.1978	0.0194	-0.0136	0
Si	8.1894	8.1575	27.2316	0.0027	-0.0006	0.0049
Si	1.3712	1.2974	28.6066	0.0101	-0.0124	-0.0136
Si	4.1433	4.0799	28.5005	-0.0043	-0.0021	-0.0328
Si	1.276	6.8116	28.4416	0.0014	-0.0019	-0.0157
Si	4.1002	9.584	28.5628	-0.016	-0.0086	-0.0102
Si	6.7377	1.391	28.6317	-0.0209	-0.002	-0.0258
Si	9.5351	4.1202	28.6796	-0.0092	0.0091	-0.0198
Si	6.9206	6.7326	28.6168	-0.0108	-0.0156	-0.0167
Si	9.4841	9.6033	28.5738	0.0037	0.0021	-0.0057
Si	-0.0409	2.6156	29.9479	0.0071	0.0153	-0.0001
Si	2.7924	0.0313	30.0346	-0.0037	0.0207	0.003
Si	0.0332	8.2476	29.8237	-0.012	-0.0032	-0.0085
Si	2.6324	5.3871	29.6791	-0.0081	-0.0077	0.0083
Si	5.4663	2.8451	30.0192	0.0238	-0.0041	0.0045
Si	8.0148	-0.04	30	0.0224	0.0192	0.01
Si	5.4522	8.1059	29.7849	-0.007	-0.0023	0.0109
Si	8.3055	5.5212	30.1946	0.0057	-0.0051	0.0115
Si	1.5482	3.8721	31.0824	-0.0144	-0.014	-0.0537
Si	3.856	1.7379	31.3046	0.0156	0.0023	-0.061
Si	1.6982	9.1893	31.183	0.0337	0.01	-0.0765
Si	3.8474	6.8858	30.9217	0.0109	0.0004	-0.0751
Si	7.0976	3.8974	31.4285	0.0023	0.0406	-0.0612
Si	9.2096	1.5128	31.2688	-0.0092	0.0275	-0.0364
Si	6.8586	9.1835	31.2889	0.0127	-0.0222	-0.0574
Si	9.4499	7.3297	31.3843	-0.0127	-0.0858	-0.0454
Si	21.9686	-4.1028	35.6769	-0.0161	-0.0286	-0.0032
Si	35.7362	26.9175	40.8459	-0.0298	-0.0113	0.0476
Si	-20.4163	45.9963	38.1093	0.0257	0.0345	0.0022
Si	-28.5329	-26.3604	33.7609	-0.0187	-0.0325	-0.0245
Si	11.1633	16.3105	40.7186	0.0297	0.0098	0.0728
Si	45.0013	23.6427	35.1042	0.0124	0.0299	0.0089
Si	-24.2514	-26.3879	36.2639	0.0384	-0.0118	0.0045
Si	5.5762	9.1768	39.2961	-0.0094	0.0004	0.0465
Si	-0.3215	48.7557	37.9528	0.003	0.0123	0.0376
Si	9.8033	13.6745	41.4603	0.0121	0.0265	0.0739
Si	18.939	-11.5289	40.5257	-0.0231	0.0032	0.0488
Si	18.8492	44.079	36.6455	-0.0096	0.0115	-0.0063
Si	-6.858	0.9043	34.2537	0.0137	0.0115	-0.0751
Si	-16.1132	-20.8794	40.5751	-0.0274	0.0173	0.0121
Si	-14.9593	-13.14	36.7498	-0.0258	-0.0045	0.0447
Si	-1.059	22.8368	39.0478	-0.008	0.0178	0.0286
Si	43.6729	-2.216	33.6524	-0.0307	-0.0405	-0.0483
Si	-6.6489	24.9883	39.0738	0.0003	0.0217	0.0405
Si	9.7075	22.2231	34.2368	0.0136	-0.0229	-0.0396
Si	-16.1326	-8.4023	36.3671	-0.0139	0.0284	0.0194
Si	1.374	15.6731	33.9031	-0.0388	-0.0133	-0.0172
Si	17.4408	4.7033	34.5003	0.014	-0.0223	-0.0933
Si	5.3636	-1.8251	34.1057	0.025	0.0096	-0.0371
Si	-6.635	-24.8328	41.5583	-0.01	0.0043	0.0624
O	7.2501	11.6484	40.3169	0.0083	0.0029	-0.0314
O	4.304	13.4637	43.2696	0.025	-0.0166	-0.033
O	-13.6051	-0.9714	42.0998	0.0206	-0.0018	-0.068
O	9.1405	26.9092	37.1631	-0.0024	0.0063	-0.007
O	-13.9086	-1.0473	37.0013	0.0039	0.0079	0.0098
O	0.9478	18.8653	34.881	0.0269	0.0105	0.0358
O	-31.0003	46.8677	34.4542	0.0159	-0.0117	0.0106
O	11.4184	1.2367	38.8033	0.0056	-0.0265	-0.0001
O	15.5334	-0.51	34.6629	-0.0035	-0.0128	0.0199
O	-16.239	-23.751	37.7071	0.013	-0.0057	-0.047
O	11.2998	3.7607	37.9778	-0.0043	-0.0166	0.0031
O	21.1634	-25.1956	32.8078	0.0217	0.0356	0.0748
O	9.9827	9.7473	34.2743	-0.0154	0.0249	0.0366
O	14.2699	-4.3903	41.633	0.0198	-0.0021	-0.0204
O	-9.9717	15.5667	32.3555	0.012	0.0018	0.0441
O	-14.6511	19.9925	39.8258	0.0239	0.0122	-0.0163
O	2.4248	0.8347	34.3433	0.0009	-0.018	0.0143
O	-12.3752	13.2006	39.984	-0.0113	-0.0197	-0.0319
O	4.5202	12.8921	35.3191	-0.007	-0.0005	0.0122
O	-3.5147	-3.7257	37.1264	-0.0076	0.0083	-0.0226
O	9.07	1.1658	37.6259	0.0023	-0.014	-0.0022
O	58.6493	26.4438	39.8017	0.0073	-0.008	-0.0213
O	23.4997	5.3803	40.0124	-0.0048	-0.0026	-0.0417
O	-17.2831	38.7443	32.1944	0.016	-0.0053	0.0631
O	-0.6931	5.7105	39.458	-0.0088	-0.008	-0.0085
O	15.8375	-7.6543	37.6247	0.0071	-0.0125	-0.0353
O	-7.4782	9.0545	42.1882	0.0178	-0.001	-0.0375
O	9.6525	-24.5897	43.1157	-0.0197	0.0128	-0.0441
O	16.4112	22.4225	42.1642	-0.0091	-0.0176	-0.0482
O	16.9426	9.437	32.6868	-0.0195	0.0023	0.0621
O	28.3815	25.2563	35.5445	0.0022	-0.0181	0.0241
O	9.5567	7.3074	35.782	-0.0173	0.0062	-0.0081
O	2.6921	2.8413	31.6554	-0.0121	0.0059	0.0252
O	-5.7344	5.4826	34.6878	-0.0025	0.004	0.0121
O	13.62	-6.7987	42.0246	0.015	0.0067	-0.0319
O	1.832	-19.8197	36.6573	-0.0041	-0.0056	-0.0003
O	-10.9349	1.327	34.9559	-0.0062	0.0046	0.0252
O	2.7935	18.8975	31.4806	0.0034	-0.013	0.0319
O	17.3623	19.5077	35.177	-0.0071	-0.0145	0.0013
O	-1.23	0.8844	32.6908	-0.0029	-0.0157	0.0339
O	19.3785	25.1012	42.2262	0.0072	-0.0234	-0.0637
O	-19.1156	-5.1459	34.0578	0.0158	0.0291	0.0246
O	4.6597	-2.8076	40.028	0.0092	0.0149	-0.0386
O	10.8449	4.0017	41.3948	-0.0177	-0.0032	-0.0293
O	5.0762	13.1829	40.0955	0.001	-0.0138	0.0026
O	-21.5773	-27.2225	34.7698	-0.0114	0.0015	0.0016
O	7.7671	16.5512	34.9243	0.0045	0.014	0.0179
O	-9.3341	32.548	43.0019	0.0097	0.0018	-0.0484
O	15.8402	21.5046	39.706	0.0109	0.0072	-0.0241
O	20.3621	-11.2401	39.7956	0.012	0.0094	-0.0191
O	-9.8017	-1.3733	32.6602	0.0028	0.0106	0.0294
O	32.2985	12.4569	42.2455	-0.0274	0.012	-0.0603
O	0.3042	6.4877	41.9222	-0.0248	0.004	-0.0422
O	24.4786	2.7183	38.9617	-0.0184	-0.0196	-0.0039
O	8.3532	11.6113	35.0813	-0.0039	0.0021	-0.0008
O	17.8655	5.3266	43.0578	0.0076	-0.004	-0.0494
O	-2.7081	-8.1823	31.6574	0.005	-0.0291	0.0336
O	-10.261	6.3021	37.1711	0.0076	0.0234	-0.0194
O	-15.2481	12.1283	36.8949	0.0113	-0.0194	0.0019
O	-5.3016	18.3989	42.4052	-0.0162	0.0242	-0.0336
O	-17.2978	-9.6189	32.7389	0.0149	-0.0172	0.0716
O	-2.7675	19.118	31.6807	-0.0389	0.0291	0.0139
O	-4.2212	-6.5997	32.9476	-0.0144	-0.0016	0.095
O	-28.4029	29.6633	34.0286	-0.003	0.009	0.0261
Si	-0.0028	2.7143	8.1755	-0.0089	-0.0071	-0.0035
Si	2.7195	-0.0017	8.1547	0.0035	0.0066	-0.0028
Si	-0.0006	8.1629	8.1593	0.0036	-0.0044	-0.0055
Si	2.7297	5.4395	8.1816	0.0069	0.0161	-0.0017
Si	5.4412	2.7185	8.1602	-0.0021	0.0001	-0.0008
Si	8.1622	-0.0025	8.1784	0.0005	-0.0025	-0.0028
Si	5.4453	8.1599	8.1708	-0.0012	0.0011	-0.0038
Si	8.1655	5.4411	8.1552	0.0012	-0.0059	-0.0034
Si	1.3605	4.078	9.5319	0.0031	-0.0018	-0.0016
Si	4.0805	1.3568	9.5214	0.0039	-0.0024	0.0021
Si	1.3606	9.5251	9.5209	-0.0016	0	-0.0013
Si	4.0873	6.8029	9.5363	-0.0007	-0.0062	0.0049
Si	6.8046	4.0808	9.5205	-0.0031	0.0023	0.0003
Si	9.5256	1.3563	9.536	0.0015	0.0025	0.002
Si	6.8026	9.5219	9.5329	-0.0007	0.0031	0.0025
Si	9.5254	6.8019	9.5208	-0.0038	0.0065	0.0002
Si	0.0024	-0.0049	10.8897	-0.0035	0.0019	-0.0009
Si	2.7236	2.7172	10.8889	-0.0026	0.0031	-0.0014
Si	-0.0026	5.4425	10.8867	0.0012	-0.004	-0.0028
Si	2.7201	8.1659	10.8877	0.0061	-0.0006	-0.0016
Si	5.4398	-0.0021	10.8878	-0.0009	-0.0052	0.0004
Si	8.1626	2.7215	10.8884	0.0009	-0.0054	-0.0014
Si	5.4488	5.4399	10.8905	0.0022	0.009	0.0004
Si	8.1681	8.1617	10.8885	-0.0025	0.003	-0.0001
Si	1.3616	1.3582	12.25	0.0025	-0.0036	0.0002
Si	4.0841	4.0803	12.2492	0.0026	-0.0021	0
Si	1.3595	6.8034	12.2478	-0.0029	0.0057	0.0004
Si	4.0807	9.5257	12.2499	-0.0035	0.0043	0.0017
Si	6.8024	1.3592	12.2484	-0.0025	0.0034	0.0013
Si	9.5253	4.0818	12.2487	-0.0033	0.0047	-0.0009
Si	6.8071	6.8027	12.2508	0.0021	-0.0056	0.0011
Si	9.5277	9.524	12.2498	0.0044	-0.0036	0.0022
Si	-0.0004	2.721	13.6089	0.0017	0.0001	-0.0013
Si	2.7216	-0.0013	13.6116	0.0009	-0.0005	0
Si	0.0004	8.1641	13.611	-0.0015	0.0007	-0.0005
Si	2.7222	5.4431	13.609	0.0011	-0.0011	-0.0013
Si	5.4439	2.7204	13.6113	-0.0005	-0.0006	-0.0006
Si	8.1657	-0.0009	13.6092	0.0008	0.0009	-0.0008
Si	5.444	8.165	13.6092	0.0006	0.0008	-0.0008
Si	8.1669	5.4426	13.6116	0.0001	0.0029	0
Si	1.3607	4.0823	14.9704	-0.0031	-0.0004	-0.0006
Si	4.0823	1.3603	14.9712	-0.002	-0.0006	0.0005
Si	1.3606	9.5263	14.9715	0.0013	0.0008	-0.0001
Si	4.0831	6.805	14.9709	0.0005	0.0023	0.0007
Si	6.8052	4.0823	14.9713	0.0007	0.0018	-0.0012
Si	9.5265	1.3613	14.971	0.0006	0.0005	-0.0008
Si	6.8045	9.5266	14.9708	-0.0014	-0.0018	0.0007
Si	9.527	6.8043	14.9714	-0.0003	-0.0027	0.0009
Si	0.0005	0.0007	16.3316	0.0005	-0.0026	0.0002
Si	2.7219	2.7215	16.3318	0.0046	-0.0021	0.0006
Si	-0.0004	5.4439	16.3315	0.0003	0.005	-0.0009
Si	2.7225	8.1672	16.3324	-0.003	0.001	0.0007
Si	5.4434	0.0005	16.3316	-0.0019	0.0028	-0.001
Si	8.1664	2.7234	16.3331	-0.0029	0.0006	0.001
Si	5.4455	5.4447	16.3316	0.001	-0.0049	-0.0001
Si	8.1663	8.1658	16.3318	0.0024	-0.0013	-0.0013
Si	1.3618	1.3606	17.6941	-0.0021	0.002	0.0003
Si	4.084	4.0835	17.6906	-0.0033	0.0034	-0.0001
Si	1.3594	6.8066	17.6909	0.0017	-0.0055	-0.0009
Si	4.0825	9.5297	17.6942	0.0033	-0.0022	0.0004
Si	6.803	1.363	17.6918	0.0015	-0.003	0.0012
Si	9.5268	4.0856	17.6949	0.0027	-0.0007	0.0018
Si	6.8069	6.8048	17.6942	-0.0031	0.0047	0.0008
Si	9.527	9.5282	17.6914	-0.0003	0.0009	0.0005
Si	0.0006	2.7232	19.0528	0.002	-0.0004	0.0001
Si	2.7233	0.0026	19.0593	-0.0011	-0.0021	-0.0009
Si	0.0004	8.1687	19.0531	0.0009	0	-0.0018
Si	2.7214	5.4448	19.0477	0.0005	0.0029	-0.003
Si	5.4443	2.7252	19.0547	-0.0013	0.0013	-0.0001
Si	8.1643	0.0014	19.0496	0.0014	0.0023	-0.0001
Si	5.445	8.1678	19.0518	-0.0017	-0.0026	-0.0033
Si	8.1684	5.4474	19.0603	-0.0007	-0.0025	0.0005
Si	1.3637	4.0852	20.4107	0.0046	0.0051	-0.001
Si	4.0837	1.368	20.4198	0.0015	0.0017	0.0028
Si	1.3608	9.5264	20.4176	-0.0035	-0.0046	-0.0006
Si	4.0806	6.8062	20.4067	-0.0049	-0.0051	-0.0034
Si	6.8051	4.0844	20.4188	-0.0032	-0.0001	0.0042
Si	9.5238	1.3627	20.4092	-0.0024	-0.003	0.0029
Si	6.8054	9.5295	20.412	-0.0042	-0.0046	0.003
Si	9.53	6.8129	20.4207	0.0102	0.0075	0.0024
Si	-0.0064	0.0019	21.7699	0.0043	0.0017	0
Si	2.7216	2.7317	21.7814	-0.0085	0.0044	-0.0024
Si	0.0102	5.4486	21.7732	0.0018	-0.0134	-0.0021
Si	2.7246	8.1616	21.7752	0.0122	-0.0073	-0.0062
Si	5.4482	0.0037	21.7742	0.0017	-0.0029	0.0008
Si	8.1679	2.7205	21.7777	0.0067	-0.0024	0.0029
Si	5.437	5.4494	21.7709	-0.0101	0.0151	-0.0031
Si	8.1656	8.1761	21.7807	-0.0056	0.0011	0.0012
Si	1.3482	1.3671	23.1265	0.0009	-0.0044	0.0012
Si	4.0841	4.0947	23.1452	0.0049	-0.0019	0.001
Si	1.3755	6.7966	23.1452	0.0008	0.015	0.0002
Si	4.0838	9.5294	23.1278	-0.0151	-0.0068	0
Si	6.8115	1.3551	23.1431	-0.0047	0.0012	0.0064
Si	9.5339	4.0898	23.1264	0.005	0.0108	0.001
Si	6.7934	6.8133	23.1284	0.0042	-0.0122	0.0005
Si	9.5246	9.5405	23.1459	0.0025	-0.002	0.0061

Results
free energy: -55246.637 eV
free energy less fixed offsets of O -463.61, Si -117.95 eV per atom: -98.397 eV
pressure: 0.49 GPa
stress xx, yy, zz, yz, xz, xy (GPa, positive in tension): -0.89, -0.55, -0.05, 0.01, 0, -0.01
